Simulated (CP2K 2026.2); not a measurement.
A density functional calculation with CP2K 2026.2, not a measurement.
Periodic cell of 520 atoms, Si360O160, from a study of silicon, its oxide and their interface. The atomic structure is a simulated model.
Doubt: the forces sum to 2.74 eV/angstrom along one axis rather than to zero, so they err by at least 0.0053 eV/angstrom per atom on average; the grid cutoff is modest.

Settings: functional PBE; method Gaussian and plane waves; basis set DZVP-MOLOPT-SR-GTH; pseudopotentials GTH-PBE; grid cutoff 300 Ry, relative cutoff 40 Ry; k points Gamma only; occupations fixed; spin none; net charge 0.

Cell vectors (angstrom)
a	16.32	0	0
b	0	16.32	0
c	-5.6602	3.2163	35.2088

Atoms and the computed forces on them: element, x, y, z (angstrom), force x, y, z (eV/angstrom)
Si	-1.588	-1.485	-1.062	0.023	0.042	0.109
Si	1.723	2.254	-0.918	0.031	0.054	0.092
Si	-1.698	0.145	-5.576	-0.102	0.066	-0.094
Si	-6.454	-1.343	27.019	-0.034	-0.063	0.042
Si	-0.043	-3.077	-3.172	0.103	-0.009	0.094
Si	1.023	-4.713	-0.728	-0.132	0.038	0.114
Si	2.74	-2.773	1.125	0.141	-0.092	0.654
Si	3.032	1.455	-3.733	0.039	0.026	0.14
Si	-9.803	6.346	-0.622	-0.063	-0.147	0.068
Si	3.051	5.751	-7.233	-0.022	-0.143	0.014
Si	3.178	-6.999	-0.613	-0.01	-0.196	0.161
Si	3.459	-6.302	-6.187	0.03	0.014	-0.001
Si	-6.75	-0.795	-0.507	0.056	0.167	0.111
Si	-3.826	2.872	-1.261	0.099	0.041	0.042
Si	-8.083	6.033	-5.398	0.053	-0.068	-0.111
Si	-3.808	7.547	-0.566	-0.056	-0.05	0.09
Si	-3.144	5.676	-4.826	0.102	-0.055	0.722
Si	-9.704	-4.142	-0.83	0.088	-0.006	0.11
Si	0.403	-0.095	0.786	0.285	-0.251	0.499
Si	3.252	3.291	1.468	0.144	0.083	0.654
Si	0.2	4.834	-1.328	-0.118	0.064	-0.01
Si	2.121	7.604	1.49	-0.105	-0.159	0.612
Si	-0.524	-5.887	1.559	-0.055	-0.18	0.609
Si	-0.553	4.656	-6.371	-0.095	0.04	0.047
Si	6.089	0.601	1.475	0.044	0.007	0.009
Si	-8.52	2.299	1.669	-0.19	-0.147	0.559
Si	4.97	4.968	1.534	-0.167	-0.114	0.597
Si	-8.135	7.986	1.482	-0.05	0.098	0.754
Si	6.758	9.348	2.746	0.022	0.004	-0.054
Si	-8.053	-2.644	1.417	-0.099	-0.158	0.724
Si	-5.068	0.527	1.559	0.154	0.176	0.564
Si	-3.35	2.263	1.544	-0.263	-0.186	0.544
Si	-5.461	5.562	1.333	-0.01	-0.111	0.624
Si	-2.174	8.696	1.645	0.107	0.145	0.589
Si	-6.034	-6.658	-0.267	0.451	0.308	0.536
Si	-3.024	-2.973	1.377	0.118	0.165	0.76
Si	-1.562	1.395	2.745	-0.256	0.312	0.496
Si	1.423	4.114	2.747	-0.006	-0.003	-0.088
Si	-1.298	6.87	2.829	-0.02	-0.029	-0.056
Si	1.282	9.446	2.728	0.014	0.021	-0.074
Si	-1.433	-4.076	2.74	0.05	-0.023	-0.052
Si	1.483	-1.335	2.491	-0.014	0.012	-0.094
Si	4.209	1.467	2.625	-0.071	0.024	-0.024
Si	6.757	4.066	2.796	-0.033	0.063	-0.093
Si	3.956	6.724	2.73	-0.001	0.039	-0.082
Si	5.377	10.516	1.289	0.012	0.264	0.695
Si	4.156	12.193	2.477	0.005	-0.015	-0.005
Si	-9.404	-1.239	2.733	-0.034	-0.045	-0.054
Si	-6.792	1.362	2.929	0.071	-0.014	0.016
Si	-4.211	4.096	2.693	0.039	0.041	-0.022
Si	-6.728	6.794	2.852	-0.022	-0.013	-0.068
Si	-3.992	-6.73	2.846	0.041	-0.062	-0.028
Si	-6.836	-4.192	2.696	0.021	0.029	0.03
Si	-4.131	-1.335	2.684	0.009	-0.039	-0.006
Si	-2.741	-0.077	4.137	-0.011	0.05	-0.045
Si	-0.028	2.717	3.985	0.008	-0.033	-0.003
Si	-2.74	5.428	4.014	-0.027	-0.007	0.01
Si	0.005	8.187	4.252	0.019	-0.004	-0.002
Si	-2.718	-5.358	4.238	0.002	-0.011	0.014
Si	0.047	-2.663	3.913	-0.025	0.021	0.004
Si	2.788	0.037	3.9	0.039	0.007	0.013
Si	5.454	2.714	4.198	-0.017	-0.001	-0.031
Si	2.7	5.42	4.22	-0.002	0.005	0.01
Si	5.358	8.066	4.084	0.01	-0.024	0.026
Si	2.754	10.873	3.923	0.01	0.033	0.011
Si	5.452	-2.703	3.911	-0.014	-0.01	0.006
Si	-8.094	-0.045	4.249	-0.018	-0.001	-0.041
Si	-5.48	2.801	4.198	-0.023	0.015	0.024
Si	-8.166	5.429	4.115	0.05	-0.037	0.031
Si	-5.376	8.186	4.137	-0.017	0.049	0.026
Si	-8.2	-5.534	4.048	-0.013	0.039	0.018
Si	-5.503	-2.723	4.047	-0.006	-0.025	0.008
Si	-1.308	-1.398	5.414	0.03	-0.019	-0.001
Si	1.378	1.348	5.319	-0.002	0.013	0.005
Si	-1.365	4.079	5.391	-0.019	-0.01	-0.004
Si	1.36	6.803	5.551	0.013	-0.001	0.048
Si	-1.362	9.564	5.542	-0.011	-0.016	0.054
Si	1.387	12.256	5.301	0.013	0.005	-0.026
Si	4.093	-1.355	5.317	-0.003	-0.003	-0.005
Si	6.822	1.345	5.517	-0.002	0.007	0.018
Si	4.082	4.063	5.531	-0.013	0.015	0.055
Si	6.768	6.772	5.457	0.003	0.012	0.014
Si	4.049	9.521	5.386	-0.006	0.027	-0.003
Si	6.781	-4.078	5.346	-0.009	0.001	-0.018
Si	-6.771	-1.425	5.536	0.039	-0.008	0.027
Si	-4.087	1.357	5.456	-0.022	0.024	-0.002
Si	-6.843	4.111	5.545	0.012	0.021	0.005
Si	-4.041	6.787	5.456	0.016	-0.013	0.002
Si	-6.803	-6.807	5.455	-0.002	-0.018	0.003
Si	-4.129	-4.013	5.49	-0.045	0.007	-0.001
Si	0.038	-0.002	6.739	0.006	0.028	-0.003
Si	2.686	2.676	6.792	-0.004	-0.012	-0.01
Si	-0.031	5.417	6.821	-0.012	-0.01	0.007
Si	2.734	8.191	6.83	0.011	-0.007	0.005
Si	0.051	10.94	6.785	0.008	-0.009	-0.008
Si	2.73	-2.71	6.7	0.005	-0.012	-0.002
Si	5.424	-0.038	6.781	-0.028	0.01	-0.002
Si	8.154	2.716	6.878	-0.022	-0.014	0.009
Si	5.445	5.431	6.857	0.01	-0.009	0.011
Si	8.145	-8.17	6.798	-0.012	-0.011	-0.008
Si	5.427	-5.433	6.735	-0.001	-0.016	-0.008
Si	8.128	-2.774	6.803	0	0.002	0.012
Si	-5.424	-0.006	6.837	0.008	0.021	0.006
Si	-2.704	2.717	6.784	0.009	0.009	-0.005
Si	-5.433	5.469	6.833	-0.005	-0.001	0.002
Si	-2.716	8.156	6.842	-0.005	0.001	0.007
Si	-5.467	-5.424	6.819	0.019	-0.005	-0.003
Si	-2.697	-2.702	6.811	-0.001	-0.004	-0.001
Si	-1.355	1.34	13.595	0.017	-0.005	-0.005
Si	1.348	4.062	13.599	0.013	-0.006	-0.006
Si	-1.364	6.783	13.599	-0.001	-0.008	0.001
Si	1.355	9.521	13.59	-0.007	0.015	0.006
Si	-1.363	-4.067	13.597	-0.017	0.01	-0.005
Si	1.363	-1.373	13.606	0.016	0.002	-0.006
Si	4.054	1.367	13.587	-0.026	0.029	-0.009
Si	6.804	4.08	13.586	0.013	-0.013	-0.001
Si	4.092	6.809	13.59	0.007	-0.018	0.008
Si	6.799	-6.779	13.606	-0.01	0.013	-0.011
Si	4.089	-4.077	13.617	0.011	-0.017	-0.002
Si	6.796	-1.36	13.596	-0.007	0.007	0.006
Si	-6.79	1.352	13.603	0.011	-0.006	-0.005
Si	-4.083	4.083	13.609	-0.008	0.015	0.008
Si	-6.808	6.812	13.604	-0.025	0.018	-0.003
Si	-4.076	9.522	13.599	-0.001	-0.009	-0.003
Si	-6.801	-4.095	13.59	0.021	-0.008	0
Si	-4.069	-1.354	13.604	-0.01	-0.005	0.005
Si	-2.703	0	14.98	0.002	0	-0.002
Si	-0.004	2.683	14.963	-0.007	0.002	0.001
Si	-2.729	5.436	14.975	0.012	0.003	0.007
Si	-0.001	8.149	14.944	0.005	-0.017	-0.009
Si	-2.714	-5.434	14.955	0.012	0.001	0
Si	-0.008	-2.715	14.973	0.01	-0.004	-0.001
Si	2.709	0	14.956	-0.006	-0.009	-0.002
Si	5.417	2.734	14.93	0.004	-0.003	-0.007
Si	2.728	5.434	14.926	-0.002	0.015	-0.004
Si	5.442	8.183	14.957	0.025	0.016	0.002
Si	2.713	10.879	14.955	0.011	0	-0.002
Si	5.452	-2.71	14.978	-0.002	-0.004	0.007
Si	-8.157	-0.009	14.956	0.005	0.006	-0.003
Si	-5.431	2.714	14.968	-0.014	-0.007	-0.006
Si	-8.162	5.444	14.955	0.002	0.005	-0.003
Si	-5.448	8.174	14.958	-0.008	-0.009	0.008
Si	-8.157	-5.434	14.976	-0.009	-0.011	0.002
Si	-5.438	-2.736	14.934	-0.01	0.008	-0.009
Si	-1.345	-1.352	16.361	-0.01	0.005	-0.001
Si	1.335	1.314	16.345	-0.001	-0.008	-0.004
Si	-1.376	4.032	16.307	-0.009	0.002	0.002
Si	1.377	6.785	16.283	0.017	0.005	-0.019
Si	-1.354	-6.807	16.302	-0.005	0.011	-0.004
Si	1.353	-4.086	16.315	-0.021	-0.018	0.002
Si	4.077	-1.338	16.317	0.001	0.018	0.003
Si	-9.554	1.362	16.27	0.011	0.01	-0.009
Si	4.077	4.099	16.311	0.011	-0.008	-0.009
Si	-9.516	6.82	16.307	0.002	0.004	0.009
Si	4.07	9.531	16.324	-0.003	-0.011	0.006
Si	-9.485	-4.048	16.346	0.024	-0.001	-0.001
Si	-6.798	-1.398	16.299	0.01	-0.013	-0.009
Si	-4.054	1.37	16.339	-0.006	0.012	0.005
Si	-6.796	4.085	16.31	-0.004	0.01	0.001
Si	-4.098	6.817	16.319	-0.012	0.006	-0.014
Si	-6.798	9.526	16.342	-0.007	0.018	0.004
Si	-4.08	-4.073	16.312	-0.023	-0.006	-0.016
Si	-0.028	0	17.795	0.017	0.007	-0.007
Si	2.745	2.671	17.627	0.006	0.005	0.011
Si	0.021	5.389	17.59	0.019	-0.011	0.013
Si	2.718	8.137	17.674	0.008	-0.013	-0.022
Si	0.042	-5.498	17.672	0.026	-0.009	-0.031
Si	2.666	-2.664	17.649	0.034	0.012	0
Si	5.474	-0.013	17.676	0.011	-0.012	0.005
Si	-8.247	2.768	17.604	0.009	-0.024	-0.018
Si	5.387	5.534	17.667	0.001	0.043	-0.035
Si	-8.118	8.116	17.696	0.023	-0.008	0.013
Si	5.427	10.931	17.651	0.008	-0.007	-0.015
Si	-8.114	-2.712	17.758	-0.018	0	-0.002
Si	-5.424	-0.043	17.612	-0.019	0.005	-0.042
Si	-2.705	2.714	17.757	-0.01	0.021	-0.003
Si	-5.404	5.411	17.685	-0.002	-0.01	-0.014
Si	-2.768	-8.104	17.661	0.011	-0.011	0.03
Si	-5.465	-5.386	17.688	-0.023	0	-0.012
Si	-2.703	-2.746	17.678	-0.002	0.021	0.001
Si	-1.383	1.37	19.195	0.028	-0.047	0.023
Si	1.367	4.004	18.949	-0.022	0.031	-0.017
Si	-1.362	6.777	18.856	0.014	-0.019	0.029
Si	1.409	-6.842	19.065	-0.041	0.037	-0.007
Si	-1.344	-4.167	18.99	-0.009	0.022	0.002
Si	1.334	-1.397	19.141	-0.001	-0.044	-0.013
Si	4.115	1.346	19.011	-0.037	0.021	0.005
Si	-9.58	4.185	18.974	0.03	-0.011	0.016
Si	4.036	6.84	19.125	0.051	-0.053	0.017
Si	-9.528	9.524	18.941	-0.036	0.042	-0.001
Si	4.062	-3.965	18.973	0.005	-0.037	0.014
Si	6.83	-1.337	19.091	-0.026	0.003	-0.012
Si	-6.874	1.331	18.817	-0.008	-0.017	-0.006
Si	-4.04	4.109	19.116	-0.017	0.043	0.005
Si	-6.734	6.726	19.084	-0.059	0.014	0.009
Si	-4.129	-6.713	19.058	0.013	0.008	-0.022
Si	-6.742	-4.052	19.166	0.022	-0.041	-0.005
Si	-4.053	-1.36	19.021	-0.076	0.028	0.015
Si	-2.765	-0.047	20.523	-0.029	0.034	0.033
Si	0.065	2.744	20.474	0.004	0.017	0.046
Si	-0.807	4.569	21.692	0.128	0.267	-0.56
Si	-0.054	8.07	20.283	-0.006	-0.01	-0.022
Si	-2.721	-5.391	20.448	-0.052	-0.011	0.017
Si	-0.037	-2.879	20.432	-0.027	0.04	-0.014
Si	2.774	-0.005	20.408	0.012	0.042	0.054
Si	5.39	2.831	20.327	-0.042	-0.047	0.003
Si	2.625	5.371	20.361	0.017	-0.015	0.031
Si	5.422	8.296	20.413	-0.043	0.002	0.042
Si	2.798	-5.394	20.323	0.008	-0.049	0.011
Si	5.42	-2.663	20.425	0.037	-0.015	0.009
Si	-8.128	0.086	20.378	-0.004	0.006	0.07
Si	-5.542	2.639	20.177	0.012	0.006	0.031
Si	-8.182	5.409	20.443	0.032	-0.006	0.019
Si	-5.364	-8.187	20.415	-0.019	0.013	0.07
Si	-8.184	-5.494	20.357	0.013	0.005	0.056
Si	-5.318	-2.671	20.524	-0.02	-0.01	0.107
Si	-1.689	-1.796	21.737	-0.204	-0.253	-0.471
Si	1.617	1.511	21.782	-0.119	-0.123	-0.653
Si	-2.587	5.519	20.414	0.011	-0.046	0.047
Si	0.87	6.336	21.578	-0.077	-0.023	0.015
Si	-1.712	-7.2	21.584	-0.219	-0.207	-0.427
Si	1.315	-4.32	21.765	0.047	0.019	0.079
Si	4.073	-1.32	21.863	-0.23	-0.391	-0.359
Si	-9.126	1.941	21.498	0.28	0.026	-0.579
Si	3.746	3.827	21.766	0.129	0.154	-0.673
Si	-9.371	7.053	21.658	-0.119	-0.148	-0.717
Si	4.617	-6.126	21.634	0.187	0.05	-0.556
Si	6.404	-4.465	21.563	-0.201	-0.231	-0.64
Si	-6.346	-0.852	21.628	0.167	0.129	-0.649
Si	-4.694	0.917	21.536	-0.059	-0.275	-0.591
Si	-7.266	3.507	21.526	-0.229	-0.018	-0.536
Si	-3.631	6.622	23.839	0.116	0.071	-0.731
Si	-7.084	-7.15	21.633	0.068	0.102	-0.796
Si	-3.482	-3.556	21.816	0.03	0.036	0
Si	-4.209	-3.289	26.624	-0.012	-0.163	0.067
Si	-9.816	0.174	-0.779	-0.145	0.042	0.606
Si	-5.33	5.482	-6.718	0.114	-0.016	0.097
Si	-8.464	4.485	-2.801	-0.089	-0.037	0.103
Si	-3.471	7.337	21.639	0.008	0.002	-0.014
Si	-8.939	-2.788	27.121	-0.058	-0.158	0.042
Si	-5.885	2.353	23.849	0.085	0.001	-0.195
Si	-10.161	5.14	-7.52	-0.004	-0.045	-0.025
Si	4.851	7.894	-2.529	0.098	-0.061	0.005
Si	5.429	2.024	26.493	0.009	0.075	-0.041
Si	-0.486	1.872	-7.627	-0.106	-0.042	0.011
Si	2.51	5.969	-3.05	-0.049	-0.026	0.033
Si	-7.548	-0.224	24.316	0.189	-0.032	-0.245
Si	-4.208	-6.999	25.258	0.074	0.029	-0.025
Si	-4.332	-3.546	-6.854	0.107	0.112	-0.015
Si	-6.564	-5.74	24.346	-0.177	0.056	-0.042
Si	-5.154	-5.269	1.418	-0.43	-0.47	0.08
Si	2.666	-1.67	-3.899	0.045	-0.056	0.083
Si	-3.18	0.88	-8.02	0.012	-0.055	0.031
Si	-1.523	4.788	24.662	-0.002	0.112	-0.134
Si	0.405	-0.656	23.812	0.065	-0.077	-0.24
Si	1.543	-5.62	26.012	-0.081	0.074	-0.066
Si	-6.753	3.518	-0.57	-0.071	0.082	0.132
Si	-10.423	0.519	23.832	-0.003	0.078	-0.111
Si	-4.11	-4.37	23.943	0.214	0.218	-0.677
Si	-7.696	-5.487	-2.662	-0.085	-0.028	0.054
Si	5.132	6.011	26.811	-0.475	-0.441	0.251
Si	-0.265	7.584	-7.14	-0.139	-0.023	0.114
Si	1.918	7.356	23.398	-0.326	-0.276	-0.401
Si	0.149	-0.446	26.928	-0.013	-0.052	-0.086
Si	-3.345	7.699	-6.797	-0.047	-0.053	0.153
Si	-10.185	2.013	-3.242	0.03	-0.065	0.052
Si	4.712	6.1	23.62	-0.088	-0.033	-0.107
Si	2.035	3.866	-5.205	-0.02	0.092	0.007
Si	0.424	5.894	1.581	0.282	0.2	0.626
Si	-3.144	0.392	-2.893	-0.028	-0.078	0.066
Si	0.541	-6.076	23.252	0.053	0.228	-0.465
Si	-9.305	-4.45	24.604	-0.071	-0.014	-0.174
Si	-5.886	-1.028	-3.403	-0.062	0.112	0.079
Si	1.026	5.806	26.065	0.024	0.076	-0.066
Si	2.606	-2.78	23.03	0.01	-0.033	-0.691
Si	-10.087	-6.611	-7.136	0.006	0.005	-0.073
Si	-6.546	-3.711	-4.905	-0.074	0.113	0.081
Si	-9.165	-2.507	-6.054	-0.049	0.111	0.018
Si	1.782	7.856	-5.178	-0.084	-0.055	-0.126
Si	4.475	-2.133	-1.324	-0.055	0.106	0.124
Si	-8.146	0.334	-5.03	0.018	-0.077	0.021
Si	-9.236	-7.515	-4.428	-0.03	0.027	0.018
Si	-1.379	-2.963	-5.792	-0.151	0.019	-0.005
Si	-2.655	5.486	-2.541	-0.015	-0.003	-0.54
Si	4.107	-5.117	24.483	0.027	0.009	-0.151
Si	4.311	-3.392	-5.887	0.031	0.098	-0.044
Si	-7.125	1.188	-7.857	0.489	0.533	-0.135
Si	-4.273	4.24	25.429	0.022	0.015	-0.124
Si	-1.331	1.352	8.125	-0.002	0.002	-0.012
Si	1.342	4.051	8.16	0.017	0.016	0
Si	-1.364	6.789	8.192	-0.006	0.011	0.003
Si	1.369	9.553	8.167	0.002	0.001	0.005
Si	-1.341	-4.07	8.158	-0.011	-0.016	0.012
Si	1.38	-1.37	8.108	-0.005	-0.006	-0.004
Si	4.063	1.325	8.146	0.013	0.009	0.005
Si	6.793	4.075	8.217	-0.003	-0.009	0.015
Si	4.087	6.818	8.182	-0.008	0.008	0.001
Si	6.784	-6.785	8.132	0.009	0.014	-0.013
Si	4.071	-4.07	8.103	0.001	0.007	-0.014
Si	6.783	-1.385	8.152	0.016	-0.007	-0.004
Si	-6.793	1.344	8.196	-0.006	0.003	0.011
Si	-4.069	4.075	8.159	-0.018	-0.005	-0.012
Si	-6.807	6.814	8.181	0.006	-0.005	-0.01
Si	-4.097	-6.796	8.168	-0.005	0.003	0.009
Si	-6.826	-4.094	8.187	-0.007	0.002	0.003
Si	-4.046	-1.345	8.181	0.011	0.011	0.006
Si	-2.69	0.016	9.522	0.008	0.005	0.008
Si	-0.007	2.702	9.523	-0.011	-0.013	0.002
Si	-2.728	5.432	9.54	-0.001	0.002	0.002
Si	0.007	8.171	9.52	0.006	0.005	-0.004
Si	-2.711	-5.44	9.511	0.008	-0.012	-0.007
Si	0.017	-2.707	9.502	0.001	0.016	0.004
Si	2.716	-0.026	9.51	0.001	-0.006	0.006
Si	5.416	2.696	9.525	0.002	0.007	-0.005
Si	2.71	5.435	9.507	0.006	0.007	-0.016
Si	5.446	-8.141	9.525	-0.001	-0.007	0.002
Si	2.733	-5.416	9.511	-0.005	-0.007	0
Si	5.422	-2.733	9.506	0.008	-0.004	0.007
Si	-8.172	-0.022	9.523	-0.003	-0.002	0
Si	-5.428	2.72	9.53	0.012	-0.002	0.002
Si	-8.154	5.444	9.545	0.007	0.001	0.005
Si	-5.45	8.17	9.537	-0.024	0.014	0.003
Si	-8.181	-5.452	9.53	0.005	-0.001	0.012
Si	-5.437	-2.717	9.512	-0.01	-0.006	-0.012
Si	-1.343	-1.358	10.872	0.009	0.007	0.006
Si	1.356	1.339	10.868	0.001	0.006	0.004
Si	-1.363	4.066	10.885	-0.001	-0.002	0
Si	1.36	6.797	10.878	0.006	-0.001	-0.001
Si	-1.361	9.521	10.882	-0.015	-0.009	0.002
Si	1.367	-4.069	10.874	0.009	-0.005	0
Si	4.076	-1.372	10.878	-0.008	-0.002	0.005
Si	6.791	1.346	10.882	-0.006	-0.001	0.001
Si	4.067	4.078	10.875	-0.01	-0.007	0.003
Si	6.803	-9.505	10.884	0.013	0.014	0.001
Si	4.081	-6.783	10.878	0.011	0.014	0.003
Si	6.786	-4.08	10.876	-0.009	-0.005	0
Si	-6.798	-1.368	10.884	0.009	0.005	0
Si	-4.064	1.364	10.885	0.003	0.007	-0.003
Si	-6.792	4.078	10.891	-0.003	0.002	0
Si	-4.088	6.8	10.889	-0.006	-0.003	-0.002
Si	-6.811	9.522	10.89	0.001	-0.014	0.007
Si	-4.076	-4.078	10.871	-0.003	0.002	0.004
Si	0.009	-0.014	12.242	-0.007	-0.002	-0.001
Si	2.701	2.715	12.222	-0.001	-0.006	-0.006
Si	-0.003	5.43	12.236	-0.008	-0.001	0.002
Si	2.723	8.164	12.231	0.004	0.003	-0.004
Si	0	10.891	12.234	0.009	-0.003	-0.005
Si	2.726	-2.726	12.25	-0.006	0.007	0.005
Si	5.427	-0.004	12.243	0.009	0.001	0.002
Si	8.163	2.708	12.238	0.001	0.004	-0.004
Si	5.441	5.442	12.227	0.009	0.012	-0.012
Si	8.153	-8.15	12.253	0.006	-0.004	0
Si	5.437	-5.43	12.246	0.01	-0.002	0.002
Si	8.155	-2.727	12.238	-0.008	-0.012	-0.004
Si	-5.43	-0.002	12.237	0.002	0.007	-0.002
Si	-2.717	2.718	12.257	-0.007	0.005	0.008
Si	-5.444	5.444	12.253	-0.001	-0.007	0.006
Si	-2.719	8.156	12.243	0.002	-0.001	0.004
Si	-5.435	-5.442	12.232	-0.016	0	-0.009
Si	-2.717	-2.712	12.23	0.006	0.007	-0.006
O	-2.529	-0.269	-1.551	-0.208	0.291	0.296
O	3.219	-2.416	-5.224	-0.292	0.191	-0.489
O	-2.022	0.52	-4.045	0.439	0.388	0.193
O	2.318	1.712	-2.306	-0.058	-0.23	-0.044
O	-8.946	5.606	-1.754	0.056	0.337	-0.223
O	-4.378	6.457	0.495	0.36	0.014	-0.012
O	2.399	7.988	-0.103	-0.444	-0.432	-0.357
O	-0.236	-5.421	0	-0.545	-0.227	-0.443
O	-1.763	-5.714	-7.59	0.182	-0.099	0.28
O	-8.926	6.848	0.628	0.215	-0.213	0.391
O	-0.558	1.136	-6.176	0.58	0.264	0.135
O	3.901	-7.23	-2.03	-0.175	0.437	-0.551
O	1.658	7.147	-3.749	-0.339	0.399	0.277
O	-8.843	-1.004	-5.597	-0.224	0.023	-0.096
O	-5.637	0.252	0.028	0.282	0.393	-0.675
O	-2.85	2.537	-0.012	0.607	0.016	-0.079
O	-7.884	2.662	0.193	-0.312	-0.289	-0.388
O	-6.504	4.895	0.257	-0.193	0.379	0.123
O	-1.178	-1.373	-5.646	0.347	0.053	0.187
O	-1.982	4.972	-5.714	0.01	-0.028	-0.245
O	-4.117	-4.097	0.893	-0.142	0.02	-0.468
O	-0.871	0.578	1.503	-0.304	0.245	-0.171
O	1.551	-7.37	23.323	0.29	0.091	-0.18
O	-4.682	1.596	23.047	0.393	-0.1	0.338
O	4.301	4.61	23.099	-0.032	-0.162	0.386
O	3.577	-3.642	24.039	0.106	0.507	0.238
O	0.613	-5.339	24.707	-0.305	0.282	0.055
O	3.538	7.158	23.213	0.19	0.444	-0.416
O	-8.192	8.078	22.161	0.1	0.297	0.345
O	4.161	-6.144	23.225	-0.201	-0.235	-0.011
O	-0.694	3.463	-7.446	-0.23	0.248	-0.174
O	-1.163	4.098	23.236	-0.109	-0.449	0.048
O	-5.966	-2.351	-4.288	0.321	0.012	-0.105
O	-0.161	5.458	0.113	-0.556	-0.057	-0.276
O	-7.083	1.317	24.14	-0.198	0.082	-0.026
O	-9.819	1.753	22.98	-0.172	0.359	0.44
O	-4.207	7.826	24.714	-0.44	-0.055	0.14
O	-9.142	-0.406	24.168	-0.08	-0.667	-0.096
O	3.657	-1.904	0.064	0.05	0.48	0.182
O	5.198	1.144	25.154	-0.381	-0.429	0.148
O	-10.528	-3.016	-5.318	-0.015	-0.135	0.422
O	-6.404	-6.528	22.953	0.356	0.099	-0.062
O	-7.245	-7.445	0.462	0	-0.048	-0.033
O	5.392	5.35	-0.018	-0.314	-0.223	-0.291
O	-4.368	6.596	-7.431	0.129	-0.09	-0.432
O	-9.024	-3.09	0.183	0.036	0.486	-0.078
O	0.042	-0.271	25.338	-0.309	0.257	0.115
O	1.596	-3.544	0.239	-0.298	0.272	0.106
O	-6.223	-1.431	-1.879	0.001	-0.695	0.012
O	4.845	-0.355	22.97	-0.241	0.108	0.384
O	-6.583	3.579	23.032	-0.072	0.283	0.21
O	-7.349	4.468	26.67	-0.008	-0.24	-0.612
O	5.178	-3.585	-1.296	-0.107	-0.186	-0.48
O	-9.406	-2.639	-7.658	0.378	0.388	-0.419
O	-6.773	-1.122	23.207	-0.054	-0.547	0.269
O	2.652	-7.113	-5.05	-0.117	0.365	0.355
O	-3.253	-6.972	26.55	0.02	0	0.085
O	-6.772	6.096	-6.332	-0.136	0.423	-0.179
O	-10.698	-1.01	-1.463	0.051	-0.007	-0.438
O	-5.788	-6.624	25.467	-0.429	-0.419	0.281
O	0.034	5.979	-7.1	0.489	-0.118	-0.453
O	-7.79	5.138	-4.099	0.593	-0.021	-0.146
O	-6.686	-5.84	-1.476	0.234	0.257	-0.32
O	-3.66	-5.941	24.141	0.317	-0.325	-0.383
O	1.605	5.475	-1.815	0.351	0.028	0.419
O	-8.789	-4.425	-2.116	-0.188	0.26	-0.451
O	-0.491	-3.481	-7.038	0.397	0.557	-0.097
O	-9.347	5.371	-6.15	-0.241	-0.3	0.329
O	3.978	6.541	-2.697	0.149	-0.248	-0.329
O	2.889	3.052	-0.122	0.425	0.363	-0.291
O	-1.221	-2.321	-2.378	-0.476	0.039	-0.187
O	-3.031	0.336	-6.491	-0.584	-0.468	0.4
O	-9.946	-5.481	0.029	0.215	-0.386	-0.309
O	-7.497	1.116	-6.28	0.032	0.606	0.042
O	-0.95	-1.233	23.111	-0.259	-0.044	0.197
O	4.405	-3.305	-7.518	-0.792	0.035	-0.247
O	1.313	1.034	0.064	0.376	-0.106	0.21
O	2.723	2.635	22.296	0.104	0.035	0.341
O	1.538	6.722	24.838	0.033	0.009	0.266
O	2.842	-0.091	-4.124	-0.067	-0.2	-0.501
O	-3.196	6.871	-1.891	-0.141	0.446	-0.277
O	-7.93	-3.449	-5.671	-0.079	-0.303	-0.181
O	-4.047	2.235	-8.043	0.236	0.46	-0.037
O	-5.072	-4.613	27.022	0.007	0.024	0.1
O	0.594	-4.189	-2.188	0.312	-0.248	-0.01
O	0.453	3.229	-1.206	-0.206	-0.093	-0.387
O	3.109	-5.655	25.617	0.401	-0.069	0.54
O	-8.227	-0.198	-0.763	0.073	0.243	0.015
O	-8.414	7.526	-4.926	0.2	0.13	0.028
O	-4.099	-4.623	-8.029	-0.24	0.109	-0.514
O	0.445	4.179	-5.183	-0.06	-0.336	0.652
O	-9.576	2.968	26.295	0.295	-0.411	-0.573
O	-3.473	-3.556	25.204	0.478	0.276	0.064
O	-9.451	-3.966	23.07	0.375	0.406	0.278
O	-2.676	3.94	25.429	0.275	-0.367	0.542
O	-7.2	-0.617	25.814	-0.436	-0.029	0.223
O	-0.785	-3.696	-4.472	-0.149	-0.472	-0.095
O	4.73	-7.101	-6.789	-0.175	-0.557	0.081
O	-5.323	2.799	-0.671	-0.075	-0.297	0.272
O	2.2	-5.777	-0.893	0.214	0.047	-0.189
O	-5.752	-4.341	24.129	-0.539	0.741	-0.003
O	-9.989	1.46	-1.738	0.103	0.398	0.276
O	-1.068	5.182	-2.286	0.19	-0.067	-0.193
O	-5.174	2.93	25.168	0.041	-0.242	0.425
O	-10.722	-5.045	25.096	-0.061	-0.33	0.21
O	-10.431	7.649	-1.319	0.28	0.634	0.175
O	-9.346	-6.507	-5.694	0.406	0.457	-0.102
O	4.935	6.125	25.206	-0.079	-0.059	-0.059
O	4.589	1.869	-3.663	-0.087	-0.208	-0.177
O	3.496	-2.108	-2.587	-0.067	-0.346	0.025
O	4.176	-6.686	0.625	-0.202	-0.111	0.281
O	0.267	8.126	-5.696	-0.261	0.201	0.318
O	-5.131	-1.996	26.427	0.151	0.275	-0.435
O	-1.847	7.706	-7.426	0.064	0.006	-0.368
O	-4.729	4.836	26.858	0.362	-0.057	0.288
O	-2.951	-3.269	-6.048	-0.028	-0.022	0.457
O	-4.52	5.306	24.215	-0.643	-0.261	-0.117
O	-2.1	6.281	24.333	0.458	0.671	-0.157
O	1.12	-2.06	-3.655	0.083	0.354	-0.284
O	2.616	6.905	-6.194	0.366	-0.031	-0.027
O	-6.804	-1.895	0.675	0.392	-0.264	0.012
O	-10.691	-7.998	-3.878	-0.422	0.092	-0.178
O	1.561	-1.801	23.844	0.025	-0.111	0.464
O	-3.642	1.864	-2.491	-0.205	0.169	-0.499
O	-0.187	-1.015	-0.41	0.181	-0.387	-0.089
O	-9.716	3.56	-3.226	-0.427	0.256	-0.105
O	-5.407	-4.248	-5.891	0.159	-0.697	-0.359
O	-10.089	3.579	-7.943	-0.127	-0.209	0.398
O	-4.994	-7.733	-0.911	-0.158	0.184	-0.679
O	-0.224	4.904	25.591	0.04	-0.542	0.418
O	1.205	-7.094	26.54	0.031	-0.229	-0.153
O	-4.948	-2.187	-7.47	-0.19	0.118	0.243
O	-5.612	4.267	-7.733	-0.286	0.09	-0.036
O	4.651	5.668	-7.351	-0.116	0.301	0.263
O	-4.39	-0.444	-3.481	0.046	0.01	-0.294
O	-8.919	-3.232	25.571	0.217	0.553	-0.337
O	2.485	-6.089	-7.443	-0.077	0.139	0.063
O	2.571	4.302	-6.672	0.106	-0.5	-0.312
O	-10.192	6.5	22.951	0.183	-0.024	0.269
O	2.177	4.776	26.533	-0.192	-0.204	0.017
O	-4.556	5.022	-5.352	-0.435	-0.187	0.376
O	2.327	2.317	-4.905	-0.189	-0.342	-0.26
O	3.927	-4.916	-5.513	0.008	-0.138	0.387
O	-10.088	-5.185	-7.891	0.49	0.067	-0.1
O	-2.388	-2.374	0.01	0.233	0.1	-0.294
O	-9.38	-7.712	-8.077	-0.139	-0.045	0.151
O	-6.975	0.028	-3.958	-0.077	0.11	0.445
O	-3.204	7.277	-5.229	-0.042	0.532	0.405
O	2.76	4.724	-4.046	0.182	-0.311	0.187
O	-3.537	4.346	-1.813	-0.185	0.162	0.322
O	-8.116	-5.548	24.713	-0.292	-0.331	-0.052
O	-2.573	-7.984	0.097	0.629	0.445	-0.431
O	0.944	0.675	23.031	-0.279	0.001	0.031
O	-9.273	1.216	-4.305	-0.164	0.352	-0.411
O	4.145	2.965	26.837	-0.37	-0.156	0.042
O	-8.449	-6.794	-3.223	-0.092	-0.46	0.487
O	-3.914	-7.14	-7.113	-0.577	0.156	0.112
O	-0.965	-6.652	22.972	-0.293	0.051	0.508
O	-6.797	-4.829	-3.801	0.303	-0.195	-0.082
O	-7.271	3.681	-2.079	0.163	-0.005	-0.261

Results
total energy: -108669.044 eV
total energy less fixed offsets of O -438.25, Si -107.07 eV per atom: -3.844 eV
